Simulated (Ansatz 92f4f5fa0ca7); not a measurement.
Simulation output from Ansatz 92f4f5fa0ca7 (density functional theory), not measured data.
Periodic cell of 189 atoms, Si117O72, from a study of silicon, its oxide and their interface. The atomic structure is a simulated model.

Settings
functional: r2SCAN
potential files: Ansatz norm-conserving
basis: plane waves
wave-function cutoff: 1300 eV
density cutoff ratio: 4
exchange-correlation grid ratio: 1
k mesh: 2 x 2 x 1, shifted by 0.5 0.5 0.5 of a step
self-consistency stop: 5e-08 eV per atom in the density residual
occupations: Fermi-Dirac, 0.05 eV
spin: none
net charge: 0

Cell vectors (angstrom)
a, 11.5403, 0, 0
b, 0, 11.5403, 0
c, 1.7777, 0.6548, 29.8842

Atoms and the computed forces on them: element, x, y, z (angstrom), force x, y, z (eV/angstrom)
Si, 9.453, 8.9416, 2.1321, 0.2599, -0.5896, -0.459
Si, 9.3789, 2.9764, 2.236, 0.0716, 0.4798, -0.5512
Si, 9.2685, 5.968, 2.8772, -0.0912, 0.0221, -0.6095
Si, 1.5808, 8.9431, 2.5915, 0.0216, -0.244, -0.4175
Si, 1.5784, 2.6344, 2.2851, -0.0306, 0.2742, -0.1414
Si, 1.5793, 5.8099, 2.6591, -0.0094, -0.0102, -0.7445
Si, 5.2478, 8.9189, 2.1904, -0.266, -0.5765, -0.5056
Si, 5.2999, 2.9497, 2.1725, -0.0642, 0.4713, -0.4787
Si, 5.4246, 5.9344, 2.8698, 0.0989, 0.0632, -0.6023
Si, -0.3957, 9.4926, 3.745, 0.0415, -0.0597, -0.2051
Si, -0.3394, 2.2258, 3.6169, -0.0614, 0.0388, -0.1562
Si, -0.2801, 5.8752, 4.0428, -0.2324, 0.0166, -0.2378
Si, 3.5423, 9.48, 3.773, -0.0531, -0.0648, -0.1947
Si, 3.4973, 2.2156, 3.6069, 0.0757, 0.0361, -0.149
Si, 3.4366, 5.8673, 4.0459, 0.2348, 0.0107, -0.2365
Si, 7.3544, 9.6458, 3.2748, 0.0043, -0.193, -0.1526
Si, 7.3351, 2.2542, 3.3916, -0.0003, 0.1696, -0.3086
Si, 7.3446, 5.9448, 4.1373, -0.003, -0.0498, -0.2793
Si, -0.3665, 0.1094, 4.8591, 0.0336, 0.0279, -0.0928
Si, -0.3285, 3.918, 5.2396, 0.0306, -0.1229, 0.2448
Si, -0.3542, 7.7934, 5.3138, -0.0148, 0.0495, 0.1942
Si, 3.5152, 0.1026, 4.8702, -0.0328, 0.0164, -0.0898
Si, 3.4861, 3.9083, 5.2378, -0.0242, -0.1153, 0.2243
Si, 3.4996, 7.7807, 5.3305, 0.0219, 0.0602, 0.1956
Si, 7.3475, 0.1419, 4.6716, -0.0012, 0.08, -0.0004
Si, 7.3421, 3.8923, 5.1662, 0.0025, -0.1148, 0.1049
Si, 7.3511, 7.9993, 5.1297, -0.0136, 0.0952, 0.0405
Si, -2.3123, 0.1288, 6.2382, 0.0305, -0.0384, -0.0356
Si, 9.2573, 3.9341, 6.5244, -0.0179, -0.1488, -0.0753
Si, -2.3196, 7.8255, 6.5538, 0.0283, 0.1207, 0.0051
Si, 1.5663, 0.1086, 6.2989, -0.0207, 0.039, -0.0714
Si, 1.5784, 3.9414, 6.595, -0.0077, -0.1234, -0.0711
Si, 1.5672, 7.814, 6.6229, 0.0057, 0.1858, -0.0392
Si, 5.4718, 0.1156, 6.2376, -0.0108, -0.0018, -0.0476
Si, 5.4334, 3.9363, 6.5345, 0.0319, -0.1489, -0.0684
Si, 5.4788, 7.8327, 6.5458, -0.0522, 0.116, -0.0039
Si, 9.2631, 9.811, 7.7702, 0.0429, -0.019, -0.0526
Si, 9.2589, 1.9782, 7.782, 0.0041, 0.1175, -0.033
Si, 9.2391, 5.864, 7.8674, -0.0809, -0.0882, 0.0372
Si, 1.5635, 9.7949, 7.8259, 0.0182, -0.205, 0.019
Si, 1.5654, 1.9607, 7.8104, 0.001, 0.0649, -0.0103
Si, 1.5707, 5.8855, 7.9256, -0.0239, 0.0609, 0.0943
Si, 5.4463, 9.8037, 7.7803, -0.0704, -0.0521, 0.0077
Si, 5.4339, 1.9626, 7.7714, 0.0084, 0.0758, -0.0312
Si, 5.4573, 5.8851, 7.86, 0.1119, 0.0224, 0.053
Si, -0.3778, 9.7466, 9.1777, -0.0324, 0.1597, 0.0034
Si, -0.3625, 2.0305, 9.1724, 0.0153, -0.1283, 0.0433
Si, -0.3801, 5.8878, 9.2418, 0.0475, 0.0393, 0.0503
Si, 3.5149, 9.7541, 9.1519, -0.0008, 0.1342, -0.0473
Si, 3.5054, 1.986, 9.1433, -0.0221, -0.1049, -0.007
Si, 3.5302, 5.9167, 9.2186, 0.0121, 0.0095, 0.0448
Si, 7.3668, 9.759, 9.1569, 0.0733, 0.0246, -0.022
Si, 7.3424, 2.0176, 9.1544, -0.0434, -0.0787, -0.0487
Si, 7.3463, 5.8541, 9.2463, -0.0595, -0.0324, 0.0749
Si, -0.3514, 0.119, 10.5113, 0.0359, -0.0472, 0.1715
Si, -0.312, 3.964, 10.5981, -0.0708, 0.1016, -0.0025
Si, -0.4528, 7.819, 10.6031, 0.081, -0.1702, 0.0678
Si, 3.4851, 0.0933, 10.5195, 0.0272, 0.0702, 0.1043
Si, 3.4805, 3.9427, 10.4878, 0.1439, 0.055, -0.0635
Si, 3.5631, 7.8553, 10.5791, -0.0018, -0.119, 0.0999
Si, 7.3528, 0.1194, 10.5015, -0.0328, 0.0008, 0.0634
Si, 7.2915, 3.9154, 10.5835, 0.0103, 0.1345, 0.0392
Si, 7.4298, 7.8174, 10.5458, -0.168, -0.0925, -0.0061
Si, 9.2651, 0.0909, 11.8444, 0.1792, -0.0617, -0.1344
Si, 9.251, 4.0014, 11.8897, -0.0558, 0.0241, 0.0018
Si, 9.186, 7.7346, 12.132, 0.1606, 0.1544, 0.1746
Si, 1.5659, 0.1669, 11.8833, -0.1854, -0.0649, -0.2311
Si, 1.6715, 3.9962, 11.9712, -0.0507, -0.064, 0.1063
Si, 1.5464, 7.816, 11.843, -0.0711, 0.0853, -0.2665
Si, 5.4267, 0.0723, 11.8232, -0.0225, -0.0025, -0.3274
Si, 5.3066, 3.9294, 11.9364, -0.1045, -0.0646, -0.0627
Si, 5.5696, 7.8125, 11.9473, 0.0497, -0.0151, -0.0594
Si, 9.2195, 9.8169, 13.3468, 0.0502, 0.0583, 0.2791
Si, 9.3108, 2.0541, 13.0904, -0.0398, -0.1228, 0.1856
Si, 9.1489, 5.6839, 13.5713, 0.1223, -0.1607, 0.2122
Si, 1.5219, 9.7309, 13.1476, -0.176, 0.1262, 0.3288
Si, 1.6399, 2.0457, 13.3294, 0.0026, -0.0171, 0.1835
Si, 1.6454, 5.991, 13.2965, 0.1946, 0.0433, 0.0997
Si, 5.5604, 9.7833, 13.2626, 0.1875, 0.0986, 0.2722
Si, 5.2857, 1.9206, 13.2005, -0.1206, -0.1424, 0.2254
Si, 5.4367, 5.8612, 13.3184, -0.0427, 0.0211, 0.05
Si, -0.3362, 10.2255, 14.5613, -0.132, 0.3749, 0.2846
Si, -0.3822, 1.8779, 14.5212, 0.0888, -0.2026, 0.5006
Si, -0.2541, 6.0112, 14.6663, 0.0924, 0.2158, 0.2653
Si, 3.5103, 9.7031, 14.3096, -0.0109, -0.0193, 0.6596
Si, 3.4779, 1.2494, 14.6776, 0.1528, -0.1012, 0.7334
Si, 3.5751, 6.5934, 14.6377, 0.0016, 0.2021, 0.742
Si, 7.3751, 10.4668, 14.7564, 0.0062, 0.2041, 0.8388
Si, 7.3343, 1.9439, 14.2526, -0.005, -0.0158, 0.6659
Si, 7.0813, 4.9812, 14.8776, -0.3718, -0.5299, 0.5446
Si, 5.1394, 6.0062, 19.9967, -0.1215, 0.0564, 0.1806
Si, 7.6755, 4.44, 20.7467, -0.2356, 0.0475, -0.3192
Si, 13.5174, 11.9658, 18.7956, -0.0034, -0.147, -0.0483
Si, 0.4374, 6.0461, 17.6061, 0.0946, -0.1255, 0.3142
Si, 10.1947, 4.1616, 19.2864, -0.0216, -0.1123, -0.0734
Si, 9.0952, 9.717, 20.2154, -0.0536, 0.0249, 0.013
Si, 0.2955, 2.3681, 17.4437, 0.1291, -0.1546, 0.2207
Si, 12.753, -0.8732, 21.4149, 0.0015, 0.076, -0.1152
Si, 15.0109, 9.7281, 19.8842, 0.1756, 0.0048, -0.2408
Si, 13.8993, 6.745, 19.7287, 0.1492, 0.0348, 0.0218
Si, 10.6373, 8.2873, 16.4997, 0.1584, 0.0868, 0.239
Si, 7.6711, 0.4886, 27.3942, -0.1244, -0.1713, 0.073
Si, 3.3696, 12.1043, 30.39, -0.0018, 0.0618, 0.0564
Si, 7.5833, 2.1847, 29.5884, 0.0515, -0.0929, -0.2255
Si, 9.9603, 5.4419, 21.9362, 0.2187, 0.1862, 0.0147
Si, 0.5222, -0.285, 29.5599, -0.0438, -0.0401, -0.1581
Si, 10.3084, 11.8092, 22.3108, 0.0723, -0.1234, 0.0053
Si, 9.1023, 2.9507, 22.8494, -0.0077, -0.0586, 0.1113
Si, 3.1701, 2.7202, 17.5231, -0.1115, 0.0453, 0.2433
Si, 6.3392, 8.7408, 19.983, -0.1757, 0.0241, 0.0946
Si, 6.2056, -0.3269, 29.604, 0.0394, -0.0772, -0.1363
Si, 8.0361, 9.1758, 17.585, -0.1611, -0.02, 0.2001
Si, 9.0829, 0.8226, 24.8734, -0.0125, -0.1387, 0.1185
Si, 4.8895, 5.2422, 17.0934, -0.0873, 0.1864, 0.2465
Si, 10.6697, 2.2337, 29.6454, -0.0108, -0.0909, -0.2867
Si, 10.6074, 0.6666, 27.4, 0.1542, -0.1137, 0.0104
Si, 11.3384, 7.8615, 21.1676, 0.1079, 0.0156, -0.0099
O, 11.5271, 3.2521, 30.5324, -0.2136, -0.1234, 0.5593
O, -0.5403, 0.7523, 30.25, 0.0281, 0.2081, -0.1751
O, 5.0871, 6.1944, 18.3886, -0.0392, -0.2423, -0.116
O, 8.7049, 2.2902, 24.2812, 0.1698, -0.1231, -0.2587
O, 9.2724, 7.3014, 1.9094, 0.0445, 0.5413, 0.4757
O, 3.363, 13.6284, 30.9997, 0.0078, 0.128, 0.1008
O, 8.8497, 10.1461, 18.6475, -0.1396, -0.3847, -0.0525
O, 5.8079, 7.3491, 20.6281, -0.0106, -0.0238, -0.2924
O, 2.0213, 11.8783, 29.5154, 0.0231, -0.068, 0.2326
O, 1.5915, 10.2516, 1.5913, -0.0015, -0.0439, -0.2951
O, 1.5793, 4.2939, 1.8088, 0.0071, -0.0683, 0.6457
O, 5.4391, 7.2849, 1.9275, -0.0741, 0.5552, 0.4958
O, 4.9345, 2.5618, 0.5787, 0.1978, -0.1024, 0.5688
O, 7.2813, 0.7218, 30.2501, -0.0373, 0.1926, -0.18
O, 6.3744, -1.5983, 30.5775, 0.1773, 0.1555, 0.4008
O, 12.5629, 11.6132, 20.0804, 0.2257, -0.154, 0.0998
O, 10.8354, 7.5655, 15.0469, 0.0999, -0.2895, 0.2433
O, -0.2366, 11.8291, 14.7796, -0.0847, -0.2815, -0.0917
O, 13.4203, 5.9583, 18.3739, -0.2478, 0.0836, -0.012
O, -0.5149, 2.5141, 16.0503, 0.1004, -0.085, -0.556
O, 11.9266, 0.0156, 22.5167, -0.2362, -0.1139, -0.1634
O, 0.1357, 7.6468, 17.5603, -0.2403, -0.0655, -0.3374
O, 3.5348, 8.2185, 15.1345, -0.0027, -0.2893, -0.7845
O, 10.8607, 2.8008, 18.6842, 0.1313, 0.1504, -0.1607
O, 0.8688, 0.8367, 17.6568, 0.1475, 0.3167, 0.0939
O, 3.4593, -0.3719, 15.1498, -0.0001, 0.2671, -0.7048
O, 6.1107, 4.7556, 20.4243, 0.1586, 0.167, -0.0203
O, 7.8116, 3.2547, 21.8745, 0.3385, 0.1711, 0.0469
O, 7.3091, 3.3404, 15.1449, -0.0778, 0.7234, -0.5176
O, 16.6278, 9.7916, 20.0078, -0.0226, -0.265, -0.0282
O, 6.3419, 5.2993, 16.3464, 0.2475, -0.0222, -0.5497
O, 1.6405, 3.3141, 17.4046, 0.0183, -0.207, -0.0668
O, 7.3949, 12.095, 15.1665, -0.0774, -0.3709, -0.7904
O, 14.3578, 10.2905, 21.299, -0.3134, -0.0196, -0.1602
O, 9.7376, 10.9414, 21.0576, 0.064, -0.0724, 0.0764
O, 10.6889, 6.8525, 22.2893, -0.0897, -0.1559, -0.2836
O, 7.3497, 9.8615, 16.2995, 0.1604, 0.0137, -0.5144
O, 12.5046, 6.9295, 20.5316, -0.0412, 0.1367, -0.0506
O, 12.0674, 9.2077, 21.6648, -0.0257, 0.0613, -0.1243
O, 9.1148, 8.0893, 17.0272, 0.1778, 0.2131, -0.1543
O, 11.0512, 9.8097, 16.17, -0.0673, -0.3235, -0.4269
O, 7.7892, 0.3752, 25.7788, 0.3542, 0.2156, 0.0607
O, 14.593, 13.2228, 18.8082, -0.1856, 0.0706, -0.4734
O, 0.3949, 5.4355, 16.0918, -0.2846, 0.3249, -0.395
O, 3.5565, 5.8764, 20.4641, 0.1222, 0.1658, -0.3098
O, 9.4469, -0.173, 23.6392, 0.0865, 0.3791, -0.1041
O, 9.1169, 2.6296, 29.8113, -0.0138, -0.1804, 0.0223
O, 9.8518, 4.3774, 23.1691, -0.2096, -0.1137, -0.3266
O, 14.5335, 8.2254, 19.5023, -0.1001, -0.0811, 0.1674
O, 10.057, 1.8615, 22.0802, -0.1621, -0.0087, 0.2442
O, 14.471, 10.6499, 18.6391, -0.177, 0.1262, 0.2911
O, 3.7479, 5.762, 16.0555, 0.0402, 0.1341, -0.2633
O, 7.6164, 9.3293, 20.8149, 0.117, -0.0577, -0.2923
O, -0.8496, 5.3707, 18.3325, 0.1849, -0.0226, -0.0351
O, 4.7236, 0.3351, 29.5185, -0.0353, -0.0703, 0.2391
O, 10.7363, 4.5714, 20.7717, -0.3273, 0.1004, 0.0337
O, 11.6611, -0.4501, 27.9661, -0.1333, 0.3438, 0.3979
O, 1.5805, 7.3586, 1.9028, 0.0013, 0.3411, 0.6578
O, 4.3299, 3.8345, 17.7271, -0.0207, 0.0967, -0.2293
O, 9.2409, 4.61, 1.9604, 0.087, -0.6201, 0.4977
O, 7.2557, 1.991, 27.9785, 0.212, -0.3223, 0.3643
O, 6.8442, 8.4802, 18.4496, 0.266, 0.2211, 0.0742
O, 10.442, 0.8292, 25.8025, -0.3655, 0.0364, 0.0403
O, 5.4292, 4.5892, 1.9282, -0.0744, -0.6003, 0.4801
O, 9.1608, 0.1826, 27.9874, -0.0146, 0.2505, -0.2848
O, 6.6441, -0.6007, 28.0399, 0.1286, 0.3811, 0.3426
O, 0.312, -1.5863, 30.4975, -0.1734, 0.1619, 0.4366
O, 3.5612, 1.9953, 16.1298, -0.1088, -0.1155, -0.1737
O, 8.4435, 5.7534, 21.3748, 0.2188, -0.4101, 0.0246
O, 10.1002, 8.4139, 20.2451, 0.0513, 0.1127, 0.1056
O, 8.5546, 4.0252, 19.3985, 0.1633, 0.2011, 0.4169
O, 11.0185, 2.13, 28.0454, -0.2276, -0.3653, 0.3775

Results
free energy: -47204.834 eV
free energy less fixed offsets of O -463.61, Si -117.95 eV per atom: -24.764 eV
pressure: -1.55 GPa
stress xx, yy, zz, yz, xz, xy (GPa, positive in tension): 1.33, 1.94, 1.39, 0, -0.04, -0.13

The program warned: the forces do not sum to zero within the program's tolerance.
